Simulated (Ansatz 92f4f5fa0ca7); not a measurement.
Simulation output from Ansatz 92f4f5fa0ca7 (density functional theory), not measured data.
Periodic cell of 225 atoms, Si132O91B2, from a study of silicon, its oxide and their interface. The atomic structure is a simulated model.
Doubt: the cutoff is low for norm-conserving oxygen, so forces and energies are approximate.
Doubt: the program's own warning below bears on the result.

Settings: functional HSE06; potential files SPMS norm-conserving; basis plane waves; wave-function cutoff 800 eV; density cutoff ratio 4; exchange-correlation grid ratio 1; k mesh 1 x 1 x 1, Gamma-centred; occupations fixed; spin none; net charge 0.

Cell vectors (angstrom)
a	10.938	0	0
b	0	10.938	0
c	0	0	31.9494

Atoms: element, x, y, z (angstrom)
Si	10.5584	0.1507	24.538
Si	5.0382	0.223	24.6736
Si	2.7782	2.4018	24.4973
Si	8.4913	2.5381	24.614
Si	10.7231	5.7017	24.3478
Si	5.0889	5.674	24.4453
Si	2.9041	8.0046	24.3899
Si	8.394	7.8993	24.4283
Si	1.2618	1.2636	25.8647
Si	6.7675	1.399	25.7874
Si	3.9412	4.0797	25.751
Si	9.6688	4.1164	25.8395
Si	1.309	6.8699	25.7283
Si	6.769	6.7731	25.7326
Si	3.95	9.5359	25.9163
Si	9.4322	9.5135	25.8391
Si	2.6053	-0.0651	27.2737
Si	8.0868	-0.0144	27.1789
Si	0.031	2.745	27.2294
Si	5.4054	2.7837	27.139
Si	2.6319	5.4677	27.1404
Si	8.1604	5.4304	27.1329
Si	-0.032	8.2187	27.1616
Si	5.4625	8.1952	27.1524
Si	4.0618	1.3627	28.5092
Si	9.52	1.3656	28.5118
Si	1.3609	4.111	28.5895
Si	6.7976	4.1006	28.5322
Si	4.071	6.818	28.4909
Si	9.5292	6.8229	28.4979
Si	1.2839	9.5325	28.6231
Si	6.7838	9.5578	28.5674
Si	-0.0479	0.0241	29.9189
Si	5.4384	0.0169	29.9019
Si	2.7402	2.7346	29.9108
Si	8.1806	2.7417	29.8928
Si	-0.0285	5.4859	29.9023
Si	5.4486	5.4813	29.8914
Si	2.7353	8.1872	29.9041
Si	8.1977	8.2031	29.8944
Si	1.3673	1.3673	31.2657
Si	6.8362	1.3673	31.2657
Si	4.1018	4.1018	31.2657
Si	9.5708	4.1018	31.2657
Si	1.3673	6.8362	31.2657
Si	6.8362	6.8362	31.2657
Si	4.1018	9.5708	31.2657
Si	9.5708	9.5708	31.2657
Si	2.7345	0	0.6835
Si	8.2035	0	0.6835
Si	0	2.7345	0.6835
Si	5.469	2.7345	0.6835
Si	2.7345	5.469	0.6835
Si	8.2035	5.469	0.6835
Si	0	8.2035	0.6835
Si	5.469	8.2035	0.6835
Si	4.1117	1.3649	2.058
Si	9.607	1.3395	2.0374
Si	1.3648	4.123	2.0517
Si	6.8392	4.1223	2.0397
Si	4.1024	6.8372	2.0362
Si	9.584	6.829	2.0594
Si	1.3698	9.5932	2.0497
Si	6.8383	9.6009	2.0448
Si	0.0492	0.0237	3.4633
Si	5.5057	0.028	3.4473
Si	2.7401	2.754	3.3932
Si	8.274	2.7656	3.3311
Si	0.0489	5.5059	3.4614
Si	5.4946	5.5145	3.4135
Si	2.761	8.2338	3.3807
Si	8.2609	8.2748	3.3795
Si	1.4195	1.4211	4.833
Si	6.9528	1.447	4.718
Si	4.1032	4.1251	4.7362
Si	9.636	4.0512	4.7594
Si	1.4102	6.9529	4.8151
Si	6.8701	6.965	4.7174
Si	4.1318	9.5456	4.7785
Si	9.658	9.5548	4.8285
Si	2.8071	0.0005	6.1305
Si	8.3419	0.0932	6.0863
Si	0.0677	2.7679	6.2786
Si	5.5669	2.8163	6.047
Si	2.8051	5.5695	6.0996
Si	8.2977	5.5717	5.926
Si	0.1115	8.2864	6.3407
Si	5.5396	8.2769	6.2144
Si	4.4841	1.1528	7.2905
Si	9.8866	1.1124	7.5978
Si	1.2373	4.4767	7.4565
Si	6.7037	4.5111	7.2305
Si	4.3732	6.6617	7.517
Si	9.8041	6.5826	7.4347
Si	1.348	9.8945	7.7064
Si	6.7698	9.9356	7.4056
O	9.502	1.3424	24.0353
O	4.037	6.865	23.9406
O	3.9605	1.3226	24.0389
O	9.5369	6.796	23.907
O	0.0303	5.5096	7.9666
O	5.6233	0.1021	7.8994
O	0.1392	0.0491	8.1333
O	5.5888	5.5763	7.8565
O	7.6694	3.9239	8.413
O	8.8235	7.018	8.697
O	2.2268	9.3851	9.0556
O	8.9924	1.647	8.9036
O	7.6617	9.4318	8.7049
O	3.6533	1.8074	8.5392
O	3.6169	7.1475	8.9226
O	2.1297	4.0076	8.7702
O	8.0007	3.5598	23.411
O	0.5683	5.1415	22.9744
O	1.9234	2.8813	23.1672
O	5.6811	4.919	23.0995
O	5.52	10.1174	23.5062
O	2.2632	8.6358	22.9844
O	0.1832	10.263	23.2303
O	7.7407	8.614	23.0845
Si	8.5506	7.78	18.6071
Si	8.9289	6.2839	13.7159
Si	3.8595	1.1988	14.5252
B	2.3416	4.8402	17.0541
Si	2.4306	3.1173	19.4599
Si	9.877	8.9353	12.0966
Si	1.1893	9.5531	22.165
Si	9.2193	0.8778	13.2535
Si	1.4493	4.8642	13.0234
Si	1.8386	8.0743	12.8123
Si	6.6126	9.5985	22.4375
Si	4.7094	4.2185	15.4356
Si	8.2554	2.9558	9.5601
B	0.0621	8.9459	19.7065
Si	6.9152	1.3697	21.1143
Si	8.2788	8.2377	9.63
Si	10.9988	5.0675	15.6522
Si	7.5514	9.4344	16.3653
Si	9.8542	2.2738	20.4422
Si	3.2646	8.4171	9.9206
Si	6.7181	3.2816	17.4038
Si	1.0433	0.3459	19.9876
Si	3.2842	2.6461	12.2341
Si	7.1254	5.4239	19.7032
Si	5.8455	8.4803	11.4733
Si	5.9627	5.9095	13.126
Si	4.5704	9.6635	17.643
Si	1.0291	3.793	22.1458
Si	4.8769	1.4435	18.8355
Si	3.2485	3.0637	9.4676
Si	6.5649	10.5688	13.7322
Si	10.3365	0.0668	16.0593
Si	5.7314	3.5411	11.0925
Si	9.8954	3.7949	11.9316
Si	2.2919	9.774	15.557
Si	5.935	8.137	19.883
Si	6.7972	3.9668	22.3948
Si	9.7701	2.72	17.446
O	7.3188	6.2525	13.9842
O	10.2285	3.9613	16.5299
O	6.0985	9.8749	17.0287
O	10.1524	0.7032	14.5699
O	8.4018	6.1954	19.0127
O	5.1667	0.2607	14.2753
O	5.6598	2.0616	17.5606
O	8.2622	2.1088	20.616
O	2.126	4.0732	18.1777
O	6.977	2.632	10.538
O	4.9225	2.5998	12.1476
O	6.186	4.1678	16.1462
O	4.616	3.886	9.9128
O	10.5703	3.1075	21.6452
O	9.9032	6.1536	15.0558
O	5.9051	6.5009	19.8878
O	4.0505	0.1534	18.2761
O	9.3907	10.466	12.3527
O	2.877	4.1313	12.7915
O	1.9097	10.7589	21.2907
O	3.9916	2.6385	19.5197
O	0.6948	9.9603	16.0045
O	0.772	9.9536	19.0523
O	1.6681	1.67	19.2994
O	8.897	10.3698	16.5533
O	4.7513	8.5872	18.8598
O	9.5701	8.6976	10.5119
O	6.6894	4.194	18.7478
O	2.9173	1.4064	13.1979
O	5.7083	8.7826	21.3539
O	2.5772	2.4017	10.7968
O	7.4725	4.8115	21.1712
O	5.3307	7.3004	12.5031
O	0.5098	8.9088	12.4349
O	7.6126	0.8914	13.5964
O	7.1933	9.4434	14.765
O	9.1563	4.9488	12.8069
O	8.0775	8.0137	17.0347
O	6.1114	2.5346	21.954
O	2.4229	8.8604	14.1605
O	0.5031	4.3081	11.8143
O	0.3091	8.6725	21.0526
O	9.3583	3.7924	10.4028
O	9.663	2.286	12.5463
O	7.4502	8.6375	19.473
O	2.6421	8.0268	11.3832
O	4.2517	2.6885	15.0633
O	0.7823	4.3014	14.4019
O	10.0676	3.055	19.0189
O	9.2187	7.7228	12.9868
O	10.4676	0.7674	20.4489
O	6.2428	4.8902	11.8576
O	8.1665	2.5905	17.1669
O	3.5566	4.8378	16.4129
O	4.7257	9.0219	10.3895
O	1.5793	6.4879	13.1527
O	4.911	5.2377	14.1761
O	1.9684	3.9594	20.7959
O	10.568	1.3401	17.0686
O	1.2993	5.6407	16.5705
O	7.3549	10.9518	21.899
O	5.9552	0.8783	19.9101
O	6.327	9.7941	12.3157
O	2.845	0.377	15.4829
O	7.0833	7.7879	10.6465
O	10.0571	8.253	18.9821
O	3.3671	9.1118	16.647

Results
free energy: -55877.278 eV
free energy less fixed offsets of B -77.42, O -447.96, Si -113.29 eV per atom: -3.798 eV
gap between the highest filled and lowest empty level on this k mesh: 1.201 eV

The program warned: the cutoff lies below the one the program advises for these potential files; the model core charge is not resolved on the grid; the forces do not sum to zero within the program's tolerance; the exchange-correlation potential is rough where the density is thin.
